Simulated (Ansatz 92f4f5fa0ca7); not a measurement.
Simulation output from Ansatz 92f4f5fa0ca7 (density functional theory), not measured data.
Periodic cell of 351 atoms, Si241O110, from a study of silicon, its oxide and their interface. The atomic structure is a simulated model.
Doubt: the cutoff is far below the 930 eV that the study's wrapper takes by default for these files, so forces and energies are approximate.
This geometry differs little from another in the collection (a relaxation step or a small displacement).

Settings: functional PBE; potential files Ansatz PAW; basis plane waves; wave-function cutoff 580 eV; density cutoff ratio 5; exchange-correlation grid ratio 1; k mesh 1 x 1 x 1, Gamma-centred; self-consistency stop 5e-08 eV per atom in the density residual; occupations fixed; spin none; net charge 0.

Cell vectors (angstrom)
a, 11.6015, 0, 0
b, 0, 13.3963, 0
c, 0, 0, 40.3152

Atoms and the computed forces on them: element, x, y, z (angstrom), force x, y, z (eV/angstrom)
Si, 0, 2.2327, 1.1851, -0.0105, 0.0151, 0.0153
Si, 3.8672, 2.2327, 1.1851, 0.0043, 0.0297, 0.0197
Si, 7.7343, 2.2327, 1.1851, -0.0026, 0.0242, 0.0207
Si, 1.9336, 5.5818, 1.1851, -0.0041, -0.0166, -0.0234
Si, 5.8008, 5.5818, 1.1851, -0.0076, 0.0003, 0.0127
Si, 9.6679, 5.5818, 1.1851, 0.012, -0.0242, -0.0139
Si, 0, 8.9308, 1.1851, 0.0007, -0.0022, 0.0109
Si, 3.8672, 8.9308, 1.1851, -0.0031, -0.0005, 0.0036
Si, 7.7343, 8.9308, 1.1851, 0.0098, 0.032, -0.0044
Si, 1.9336, 12.2799, 1.1851, 0.0039, -0.0053, 0.0086
Si, 5.8008, 12.2799, 1.1851, 0.0003, 0.0027, -0.0051
Si, 9.6679, 12.2799, 1.1851, -0.0078, 0.0144, -0.0047
Si, 1.9336, 1.1164, 1.9745, 0.0058, -0.0439, -0.0157
Si, 5.8008, 1.1164, 1.9745, -0.0022, -0.0419, -0.0148
Si, 9.6679, 1.1164, 1.9745, 0.0421, -0.0592, -0.0117
Si, 0, 4.4654, 1.9745, 0.0109, 0.0322, 0.0104
Si, 3.8672, 4.4654, 1.9745, -0.0374, 0.0194, 0.0032
Si, 7.7343, 4.4654, 1.9745, 0.0175, -0.0089, -0.0056
Si, 1.9336, 7.8145, 1.9745, -0.0047, -0.0074, -0.0058
Si, 5.8008, 7.8145, 1.9745, -0.0219, -0.0209, -0.0126
Si, 9.6679, 7.8145, 1.9745, -0.001, -0.0013, -0.0052
Si, 0, 11.1635, 1.9745, -0.0124, 0.0121, -0.0057
Si, 3.8672, 11.1635, 1.9745, 0.016, -0.0172, -0.0015
Si, 7.7343, 11.1635, 1.9745, 0.0035, -0.0581, 0.0023
Si, 1.9336, 1.1164, 4.3426, 0.0099, -0.0885, 0.1256
Si, 5.8008, 1.1164, 4.3426, 0.0073, -0.0846, 0.0157
Si, 9.6679, 1.1164, 4.3426, 0.1238, -0.1321, -0.0595
Si, 0, 4.4654, 4.3426, 0.0609, 0.0734, -0.2809
Si, 3.8672, 4.4654, 4.3426, -0.1169, 0.0908, -0.1088
Si, 7.7343, 4.4654, 4.3426, 0.0158, -0.013, -0.1068
Si, 1.9336, 7.8145, 4.3426, -0.0264, 0.0061, -0.0067
Si, 5.8008, 7.8145, 4.3426, -0.0615, -0.028, 0.0228
Si, 9.6679, 7.8145, 4.3426, 0.0119, 0.0428, 0.0433
Si, 0, 11.1635, 4.3426, -0.025, 0.0675, 0.1038
Si, 3.8672, 11.1635, 4.3426, 0.0452, -0.0263, -0.0548
Si, 7.7343, 11.1635, 4.3426, 0.0336, -0.1245, -0.1726
Si, 0, 0, 35.9746, 0.1159, -0.0487, -0.144
Si, 3.8672, 0, 35.9746, -0.044, 0.1888, 0.1762
Si, 7.7343, 0, 35.9746, -0.1279, 0.0594, 0.0225
Si, 1.9336, 3.3491, 35.9746, 0.0448, 0.0229, -0.174
Si, 5.8008, 3.3491, 35.9746, -0.0359, 0.0494, -0.1731
Si, 9.6679, 3.3491, 35.9746, 0.051, 0.0969, -0.0892
Si, 0, 6.6981, 35.9746, -0.1159, -0.0667, 0.1544
Si, 3.8672, 6.6981, 35.9746, -0.0913, -0.1293, -0.1441
Si, 7.7343, 6.6981, 35.9746, 0.2121, -0.0126, 0.2126
Si, 1.9336, 10.0472, 35.9746, -0.058, -0.0485, -0.0315
Si, 5.8008, 10.0472, 35.9746, 0.0105, 0.0642, 0.1397
Si, 9.6679, 10.0472, 35.9746, 0.0621, 0.0436, -0.0809
Si, 0, 0, 38.3428, 0.0358, -0.0198, 0.0029
Si, 3.8672, 0, 38.3428, -0.0115, 0.0706, -0.0056
Si, 7.7343, 0, 38.3428, -0.0406, 0.0302, 0
Si, 1.9336, 3.3491, 38.3428, 0.0141, 0.0226, 0.0037
Si, 5.8008, 3.3491, 38.3428, -0.0135, 0.0346, 0.0118
Si, 9.6679, 3.3491, 38.3428, 0.015, 0.0517, 0.0163
Si, 0, 6.6981, 38.3428, -0.0378, -0.0249, -0.0077
Si, 3.8672, 6.6981, 38.3428, -0.0372, -0.0281, 0.0066
Si, 7.7343, 6.6981, 38.3428, 0.0743, 0.0033, -0.0129
Si, 1.9336, 10.0472, 38.3428, -0.0158, -0.0195, 0.0065
Si, 5.8008, 10.0472, 38.3428, 0.0015, 0.0257, 0.0059
Si, 9.6679, 10.0472, 38.3428, 0.0178, 0.0353, 0.0078
Si, 0, 2.2327, 39.1321, 0.0034, -0.0071, -0.0273
Si, 3.8672, 2.2327, 39.1321, -0.0057, -0.0335, 0.0029
Si, 7.7343, 2.2327, 39.1321, 0.0051, -0.0244, -0.0221
Si, 1.9336, 5.5818, 39.1321, -0.0074, 0.0172, 0.0021
Si, 5.8008, 5.5818, 39.1321, 0.013, 0, -0.0232
Si, 9.6679, 5.5818, 39.1321, -0.0075, 0.0214, 0.0452
Si, 0, 8.9308, 39.1321, 0.0026, -0.003, -0.0068
Si, 3.8672, 8.9308, 39.1321, 0.0043, 0.0068, -0.0121
Si, 7.7343, 8.9308, 39.1321, -0.0113, -0.0309, -0.0038
Si, 1.9336, 12.2799, 39.1321, 0.0079, 0.0051, -0.0046
Si, 5.8008, 12.2799, 39.1321, -0.0035, -0.005, 0.008
Si, 9.6679, 12.2799, 39.1321, 0.0015, -0.0144, -0.0162
Si, 0.0094, -0.0209, 28.9756, -0.0338, -0.0361, 0.0409
Si, 1.7299, 3.3242, 28.7712, 0.0935, 0.0123, 0.0576
Si, 7.727, 0.0643, 28.9892, 0.0039, 0.0352, 0.0845
Si, -0.0952, 2.2378, 29.7167, 0.0077, 0.0111, -0.0944
Si, 6.2221, 3.7464, 28.6711, -0.1096, -0.1769, 0.1813
Si, 9.6283, 3.4627, 28.9854, -0.0974, 0.0077, 0.1549
Si, 0.0933, 6.725, 28.6264, -0.1069, 0.028, 0.1018
Si, 3.9097, 6.9151, 28.9128, -0.0139, -0.0833, 0.0894
Si, 7.7975, 6.9193, 28.8616, -0.0119, -0.1617, 0.023
Si, 2.0479, 10.0015, 29.0181, -0.1143, 0.0471, 0.094
Si, 5.6963, 10.0423, 29.0639, 0.0234, 0.015, 0.0694
Si, 9.606, 10.166, 28.8028, 0.0177, -0.0051, 0.0457
Si, 3.8925, -0.0471, 28.5848, -0.0848, 0.0415, 0.1646
Si, 3.6679, 2.1578, 29.3963, 0.031, -0.0988, -0.039
Si, 7.7382, 2.3012, 29.7891, 0.0691, 0.0543, -0.2066
Si, 1.9841, 5.6057, 29.4986, -0.005, 0.0247, -0.0528
Si, 5.8722, 5.8153, 29.6629, -0.0059, 0.0815, -0.0769
Si, 9.7196, 5.7254, 29.6177, 0.1118, 0.0188, -0.1685
Si, -0.0228, 8.9615, 29.4724, 0.0218, -0.0464, -0.0517
Si, 3.8625, 8.9438, 32.3524, 0.0088, 0.0197, -0.0109
Si, 7.7379, 9.0637, 29.729, 0.0277, 0.0622, -0.0585
Si, 1.9852, 12.2811, 29.6032, 0.143, -0.0254, -0.0982
Si, 5.7687, 12.3301, 29.6416, -0.0474, -0.0218, -0.0959
Si, 9.6532, 12.3251, 29.7398, 0.016, -0.0035, -0.0929
Si, -0.029, 2.2529, 32.0659, 0.0103, 0.0131, -0.0266
Si, 3.854, 2.2497, 31.857, 0.039, 0.0328, -0.0701
Si, 7.7241, 2.2826, 32.1177, -0.008, 0.0085, -0.0358
Si, 1.9454, 5.5972, 31.9193, 0.0533, -0.0024, -0.0602
Si, 5.8153, 5.6405, 32.0227, -0.0249, -0.0148, -0.0355
Si, 9.7001, 5.665, 31.9993, -0.0298, -0.046, -0.0183
Si, -0.006, 8.9491, 31.915, 0.027, 0.0144, -0.0773
Si, 3.855, 8.961, 30.0917, -0.0088, 0.0102, -0.163
Si, 7.7382, 8.9806, 32.0807, -0.0513, -0.0182, -0.0072
Si, 1.9721, 12.3158, 31.9863, -0.0355, -0.0278, -0.006
Si, 5.7805, 12.3149, 32.0197, 0.0241, -0.0063, -0.0018
Si, 9.6706, 12.2891, 32.0816, -0.0075, 0.0374, -0.0409
Si, 1.9447, 1.1504, 32.7695, -0.0045, 0.023, 0.0785
Si, 5.7644, 1.1545, 32.795, -0.0443, 0.0221, 0.0357
Si, 9.6569, 1.1308, 32.8567, -0.0293, -0.01, 0.0399
Si, 0.0168, 4.5072, 32.7776, -0.0297, -0.005, 0.0777
Si, 3.8725, 4.4751, 32.7341, -0.0106, -0.0287, 0.0652
Si, 7.7563, 4.5336, 32.8081, 0.0386, 0.0055, 0.0622
Si, 1.8804, 7.7967, 32.8216, -0.0276, 0.0027, 0.0585
Si, 5.8376, 7.8239, 32.9046, 0.0225, 0.0073, 0.0231
Si, 9.6856, 7.8732, 32.8132, 0.0197, -0.0096, 0.0659
Si, 0.0302, 11.1733, 32.7665, 0.0431, -0.0168, 0.0932
Si, 3.8653, 11.2298, 32.8828, 0.0198, -0.012, 0.0424
Si, 7.7198, 11.2067, 32.84, -0.0299, -0.0029, 0.0422
Si, 1.9389, 1.1203, 35.1591, -0.0115, -0.0064, 0.0102
Si, 5.7896, 1.12, 35.1728, 0.006, -0.0087, 0.0025
Si, 9.6663, 1.1142, 35.2077, 0.0136, 0.0111, 0.0196
Si, 0.0053, 4.4718, 35.1639, -0.0013, -0.001, 0.0077
Si, 3.8667, 4.4602, 35.1425, -0.0029, 0.014, -0.0166
Si, 7.7378, 4.4771, 35.1811, -0.0139, -0.0023, -0.0031
Si, 1.9124, 7.803, 35.1882, 0.0198, 0.0146, 0.0065
Si, 5.8142, 7.8099, 35.2351, -0.0101, 0.0038, 0.0254
Si, 9.6744, 7.8204, 35.1826, -0.0117, 0.0105, 0.0163
Si, 0.0082, 11.1586, 35.1592, -0.0125, 0.0142, -0.016
Si, 3.8662, 11.1801, 35.2234, -0.0014, 0.0036, 0.0175
Si, 7.7293, 11.1692, 35.198, 0.0059, 0.0006, 0.0109
Si, 0.004, -0.0001, 5.1657, -0.0029, -0.0055, 0.0198
Si, 3.8739, -0.0112, 5.143, -0.0093, -0.0078, 0.0089
Si, 7.7425, -0.0165, 5.1068, -0.0077, 0.0048, 0.003
Si, 1.9247, 3.3504, 5.1134, -0.0013, -0.0013, -0.0253
Si, 5.7924, 3.353, 5.0997, 0.0114, -0.0089, -0.003
Si, 9.6818, 3.345, 5.0904, -0.0166, -0.0016, -0.0144
Si, -0.001, 6.6957, 5.1304, 0.0067, -0.0041, 0.0013
Si, 3.8586, 6.6995, 5.1416, -0.0027, -0.0077, -0.0043
Si, 7.7334, 6.6945, 5.1183, -0.0055, -0.0009, -0.0114
Si, 1.9356, 10.0515, 5.1273, 0.001, -0.0159, 0.0005
Si, 5.8042, 10.0451, 5.1299, -0.0076, -0.0019, -0.006
Si, 9.666, 10.0508, 5.1454, -0.0042, -0.0216, -0.0074
Si, 0.0358, -0.0219, 7.5654, 0.0048, 0.0015, -0.0673
Si, 3.9118, -0.0548, 7.5219, 0.0451, -0.015, -0.0984
Si, 7.7826, -0.0734, 7.4581, -0.0003, -0.0092, -0.0286
Si, 1.9016, 3.3306, 7.4653, -0.0217, 0.0088, -0.0522
Si, 5.7736, 3.3339, 7.4426, -0.0163, -0.0036, -0.0673
Si, 9.7024, 3.3097, 7.4277, 0.0188, -0.0283, -0.0286
Si, -0.0143, 6.6658, 7.4968, 0.0116, 0.003, -0.0617
Si, 3.8249, 6.6812, 7.5162, -0.0191, 0.0269, -0.0605
Si, 7.7196, 6.656, 7.4754, 0.0229, -0.0139, -0.0537
Si, 1.946, 10.0367, 7.4927, 0.0068, 0.0161, -0.0631
Si, 5.8201, 10.0077, 7.4957, 0.012, 0.0061, -0.0509
Si, 9.6684, 10.0301, 7.5233, 0.0289, 0.0128, -0.074
Si, 0.0075, 2.2227, 8.3385, -0.0518, -0.0022, 0.0383
Si, 3.8265, 2.2062, 8.1806, 0.0583, 0.0038, 0.026
Si, 7.7432, 2.1922, 8.0519, -0.0061, -0.0074, 0.0238
Si, 1.8936, 5.5325, 8.3201, -0.0005, 0.025, 0.0361
Si, 5.7645, 5.5641, 8.2409, 0.0097, -0.0216, 0.0688
Si, 9.6505, 5.5121, 8.2237, 0.0093, 0.0317, 0.0295
Si, 0.0129, 8.9122, 8.2472, 0.0087, -0.0238, 0.015
Si, 3.8739, 8.9292, 8.2877, -0.0085, -0.0448, -0.0031
Si, 7.7439, 8.8716, 8.2779, -0.0258, 0.008, 0.0194
Si, 1.9828, 12.2448, 8.3397, -0.0403, -0.0009, 0.0953
Si, 5.8795, 12.2215, 8.31, -0.0242, 0.0465, 0.0374
Si, 9.7079, 12.251, 8.3693, -0.0209, 0.0078, 0.0779
Si, 0.0351, 2.254, 10.7382, 0.0498, 0.0195, 0.1101
Si, 3.8054, 2.1476, 10.5051, 0.0002, 0.0191, 0.1272
Si, 7.7009, 2.2153, 10.3359, 0.0037, 0.0023, 0.1948
Si, 1.8529, 5.5208, 10.7075, 0.0116, -0.0434, 0.0935
Si, 5.6781, 5.5392, 10.5978, -0.0415, 0.0073, 0.0612
Si, 9.6058, 5.4199, 10.5696, -0.0555, -0.0404, 0.1115
Si, 0.0344, 8.8338, 10.5902, -0.0038, 0.0374, 0.1153
Si, 3.874, 8.9335, 10.649, 0.0202, 0.0697, 0.1107
Si, 7.7307, 8.7027, 10.6363, 0.0072, -0.0313, 0.0596
Si, 2.0412, 12.2, 10.7393, 0.0682, 0.0068, 0.0445
Si, 6.0087, 12.1695, 10.696, 0.1265, -0.024, 0.1037
Si, 9.7512, 11.9749, 10.7684, 0.0694, 0.0406, 0.0792
Si, 1.9466, 1.0427, 11.4929, -0.0116, 0.0074, -0.0439
Si, 5.8069, 1.0949, 11.1629, -0.0483, 0.0189, -0.0784
Si, 9.5737, 1.535, 11.5794, 0.026, -0.1101, -0.3336
Si, -0.0985, 4.456, 11.6123, 0.0155, -0.0088, -0.1036
Si, 3.7915, 4.3502, 11.3965, 0.0079, -0.0377, -0.0639
Si, 7.5678, 4.3574, 11.2427, 0.0596, 0.023, -0.0573
Si, 1.9599, 7.7676, 11.3884, -0.0373, -0.0033, -0.0551
Si, 5.7315, 7.7385, 11.4268, 0.0537, -0.0628, -0.0178
Si, 9.7371, 7.6204, 11.2988, -0.0518, -0.0213, -0.0442
Si, 0.1566, 11.0078, 11.5109, -0.0102, 0.006, -0.0614
Si, 4.0705, 11.156, 11.5041, -0.0891, -0.0163, 0.0111
Si, 7.9019, 10.8063, 11.5681, -0.1028, 0.1229, 0.0441
O, 5.6664, 1.5034, 12.7521, 0.0092, -0.049, 0.066
O, 11.3066, 4.486, 13.2767, -0.0089, 0.0168, 0.0558
O, 7.364, 4.0151, 12.8659, -0.0055, -0.0256, -0.0148
O, 2.0959, 1.1145, 13.157, -0.0069, -0.0273, 0.0391
O, 0.2241, 10.98, 13.1833, -0.0038, 0.0121, 0.0707
O, 21.1852, 13.3015, 11.7768, -0.0469, 0.0059, -0.0004
O, 9.9264, -19.4201, 12.9247, 0.0169, 0.0133, -0.0162
O, 4.3953, 11.2196, 13.147, 0.0113, 0.0529, -0.0146
O, 8.1398, 10.4996, 13.2059, 0.0104, -0.0294, 0
O, 3.8116, 4.2754, 13.0632, -0.0201, 0.0689, 0.0021
O, 9.3557, 2.1882, 13.0713, -0.0441, 0.0304, 0.1472
O, 5.6732, 7.8255, 13.0893, -0.0502, 0.0048, 0.0089
O, 4.0637, -0.0392, 26.9084, 0.0574, -0.0219, -0.1322
O, 1.4501, 3.1246, 27.1387, -0.0464, -0.0118, 0.0245
O, 8.6852, -2.3527, 24.5899, -0.0237, 0.0137, -0.0085
O, -6.7832, 29.7077, 28.4593, 0.0938, 0.179, -0.0271
O, 9.3238, 10.2623, 27.159, -0.0043, 0.0151, -0.0238
O, 9.4672, 3.6197, 27.3204, 0.0031, -0.0055, 0.0668
O, 6.8654, 4.1572, 27.1965, 0.0051, -0.0196, -0.0567
O, 0.2674, 6.6721, 26.9492, -0.0006, -0.0277, -0.0708
O, 2.5767, 9.7739, 27.446, 0.0222, -0.0021, 0.0431
O, 5.3297, 9.7959, 27.4437, -0.0085, 0.0039, 0.0487
O, 0.0645, 13.1582, 27.3261, -0.0242, 0.0228, 0.0366
O, 3.9627, 7.4598, 27.3126, 0.0129, 0.0347, 0.0219
Si, 4.9916, 0.1582, 25.5489, -0.0253, -0.0056, 0.0518
Si, 11.9258, 11.3203, 24.3949, 0.0231, -0.0142, -0.0363
Si, 9.4578, 9.9911, 25.5562, -0.0035, -0.0128, 0.0329
Si, 1.9541, 0.4253, 14.6369, 0.0141, -0.0188, -0.0209
Si, 4.9506, 11.4784, 23.1786, -0.0398, -0.0061, -0.01
Si, 12.3452, 3.9864, 20.8319, 0.0023, -0.0059, 0.0256
Si, 4.8561, 2.8508, 23.866, -0.0044, -0.0323, -0.0167
Si, 7.945, 8.8856, 20.9325, -0.0042, 0.0142, 0.0129
Si, 6.064, 9.8911, 16.2407, 0.008, -0.0068, 0.0058
Si, 7.2417, 4.8818, 24.0517, 0.0121, -0.0008, -0.0007
Si, 11.2747, 6.0463, 25.5371, 0.0378, 0.029, 0.0508
Si, 10.6946, 16.2944, 17.1591, 0.015, 0.0058, 0.0174
Si, 11.5995, 0.2777, 18.7092, -0.0003, 0.001, 0.022
Si, 4.5481, 12.002, 14.58, -0.0135, -0.0142, -0.0372
Si, 5.4233, 9.0386, 19.1493, 0.0248, 0.0141, -0.0012
Si, 11.5046, 11.5928, 14.6703, -0.0407, -0.0244, -0.0464
Si, 10.6018, 4.6539, 14.7575, 0.0261, 0.0296, -0.0258
Si, 2.8428, 9.9145, 24.2769, -0.031, 0.0268, -0.0751
Si, 8.7942, 10.2942, 14.7037, 0.0125, 0.0064, -0.0524
Si, 3.96, 9.0629, 26.8975, -0.0087, -0.0137, 0.0554
Si, 2.3961, 9.458, 19.4983, -0.0128, 0.0307, 0.0213
Si, 7.7615, -2.4006, 23.2709, 0.004, -0.0018, 0.0105
Si, 11.8046, 10.1321, 21.5336, 0.0024, 0.0077, 0.0252
Si, 10.5543, 7.6738, 14.3931, -0.0122, 0.0156, 0.0138
Si, 8.1176, 3.4181, 26.4202, -0.0391, -0.0268, 0.0151
Si, 10.8154, 0.2372, 26.0175, -0.0079, -0.0218, -0.0093
Si, 5.2498, 3.3008, 18.3131, -0.0296, -0.0196, 0.0174
Si, 6.8048, 12.7569, 21.3105, -0.0071, -0.0069, 0.0405
Si, 3.458, 2.5709, 16.0363, -0.0024, -0.0244, 0.008
Si, 7.8038, 0.3083, 26.6756, -0.0254, 0.0887, -0.0077
Si, 1.942, 7.6215, 13.7296, -0.0193, 0.029, -0.0029
Si, 4.8159, 7.6974, 14.478, 0.0206, 0.0048, -0.0162
Si, 8.2419, 3.0787, 13.8838, 0.0366, 0.0118, -0.036
Si, 9.6334, 3.9097, 19.6466, 0.0103, -0.0006, 0.0145
Si, 8.3274, 7.0783, 25.6948, 0.0011, 0.0106, 0.0303
Si, 13.5339, 2.8133, 23.2142, 0.0119, -0.0032, 0.01
Si, 5.879, 1.3215, 14.3393, -0.0607, -0.0756, -0.0526
Si, 0.4855, 2.9809, 25.8317, 0.024, 0.0107, -0.0012
Si, 8.7188, 12.7325, 18.9758, -0.0034, 0.0083, 0.0231
Si, 9.9406, 10.1466, 19.0852, 0.0261, -0.0026, 0.0316
Si, 0.9391, 7.6984, 23.047, 0.0052, 0.0216, 0.0137
Si, 13.7406, 1.4192, 20.641, -0.0026, -0.0076, 0.0277
Si, 5.1207, 1.7433, 20.9047, 0.0071, -0.0022, 0.0424
Si, 3.4059, 5.1117, 14.4071, 0.0224, 0.0022, -0.0256
Si, 5.0529, 6.0265, 19.4181, 0.0051, 0.003, 0.0042
Si, 12.2241, 10.7535, 17.4421, 0.0027, 0.0044, 0.0164
Si, 7.7185, 5.8367, 21.144, 0.001, -0.0021, 0.026
Si, 8.0404, 2.0249, 17.9869, -0.0042, 0.0019, 0.0256
Si, 2.1399, 6.5536, 20.4536, -0.0039, 0.0074, 0.0374
O, 10.8881, 15.2624, 25.9641, 0.0171, -0.0171, 0.0158
O, 7.7187, -0.8565, 22.6657, -0.0075, -0.0033, -0.0094
O, 2.0108, 10.1929, 18.0868, 0.004, -0.0101, -0.0056
O, 9.1648, 11.3389, 18.2656, -0.0024, 0.0005, 0.0006
O, 11.3396, 3.6436, 15.8434, -0.0005, -0.0263, 0.0065
O, 1.6505, 10.1619, 20.7696, 0.0055, -0.0032, -0.0178
O, 3.9499, 2.6015, 17.5953, 0.0267, 0.0168, -0.0125
O, 0.1946, 6.7726, 24.1656, 0.0067, 0.0114, -0.002
O, 7.2223, 6.3978, 24.6924, -0.0198, -0.0115, 0.0161
O, 8.3034, 9.9255, 22.1464, 0.0019, -0.0115, -0.0038
O, 3.298, 8.3575, 14.3398, 0.0063, -0.0108, -0.0175
O, 10.6922, 10.6476, 20.4598, -0.0077, -0.0016, -0.0101
O, 11.4494, -0.5592, 24.7511, -0.0085, 0.0113, 0.027
O, 5.2312, 7.4792, 18.7101, -0.0027, -0.0098, -0.0041
O, 13.3529, 2.9195, 20.0902, -0.0021, 0.0087, -0.0144
O, 4.9186, 10.9366, 15.7405, -0.0012, 0.0086, -0.024
O, 1.9396, 1.4681, 22.2711, 0.0096, 0.002, -0.0019
O, 13.4777, 11.1011, 24.8617, -0.0023, -0.015, 0.0269
O, 0.678, 10.7114, 15.8152, 0.0019, 0.0003, -0.0005
O, 2.0726, 6.0244, 14.1335, 0.0054, -0.0108, -0.0109
O, 0.5223, 8.1715, 14.341, -0.0109, -0.0082, -0.0197
O, 5.2755, 3.017, 19.9166, -0.0018, -0.0058, -0.0043
O, 7.2982, 2.0371, 14.725, -0.0367, -0.0003, -0.0367
O, 0.4695, 13.1356, 14.762, -0.01, 0.0077, -0.0149
O, 9.8833, 11.5108, 14.9412, 0.0288, 0.0063, -0.0256
O, 8.9181, 8.9963, 19.6078, -0.0036, -0.0016, -0.0044
O, 8.5766, 2.6765, 19.4082, -0.0024, 0.0014, 0.0024
O, 9.6044, 8.876, 14.9752, 0.0165, -0.0318, -0.0164
O, 6.0223, 9.8447, 17.8665, -0.0077, -0.0075, 0.024
O, 12.5997, 5.4302, 20.1153, 0.0073, 0.0028, -0.011
O, 7.5592, 10.3443, 15.7652, -0.0156, 0.0089, -0.0155
O, 5.1562, 4.9263, 18.2098, 0, 0.0137, -0.0001
O, 7.7489, 12.1354, 20.146, 0.0024, 0.0063, -0.0052
O, 12.7537, 0.3815, 19.871, 0.0005, 0.007, -0.0058
O, 10.1192, 0.0973, 19.4105, 0.001, -0.0007, -0.001
O, 11.9538, 12.3217, 17.8584, -0.0067, 0.0061, -0.005
O, 7.7415, 4.9416, 22.5061, 0.0028, 0.0071, -0.0094
O, 5.6785, 8.4199, 15.6415, 0.0042, 0.0046, -0.0102
O, 11.8054, 11.1828, 22.7721, -0.0066, -0.0064, -0.0056
O, -0.0944, 8.6119, 22.1308, -0.0032, -0.0081, -0.0007
O, 6.233, 10.606, 23.7, 0.0161, 0.0046, 0.0209
O, 3.6702, 10.4985, 22.9978, 0.0124, 0.0068, 0.0311
O, 6.4401, 0.8147, 20.7022, -0.0076, 0.0139, 0.0047
O, 3.1008, 12.6841, 14.8789, 0.0245, -0.0093, -0.0234
O, 6.4213, 9.1676, 20.4288, -0.0071, -0.0031, -0.003
O, -3.8655, 20.5029, 27.2088, 0.0062, 0.0155, 0.0159
O, 5.7709, 13.1074, 14.6326, -0.0082, 0.1227, -0.0549
O, 6.2274, 5.7878, 20.5134, -0.0036, -0.0002, -0.002
O, 10.5632, 6.2415, 15.204, -0.0056, -0.0119, -0.019
O, 9.0417, 4.1629, 14.7827, -0.0119, -0.0033, -0.0097
O, 10.7683, 3.5548, 20.7663, -0.0034, -0.0018, 0.0012
O, 3.9487, 9.3161, 25.3058, 0.0127, -0.0016, 0.0146
O, 3.3753, 3.4539, 23.6062, -0.0212, -0.0016, 0.0144
O, 5.3541, 12.0738, 21.6944, 0.0245, 0.0166, -0.0049
O, 2.1901, 1.5664, 15.7895, 0.0169, 0.0203, -0.0225
O, 8.8136, 5.2399, 20.0903, -0.0016, 0.0035, -0.0072
O, 11.077, 9.6992, 18.0026, -0.0229, 0.0054, -0.0058
O, 3.6282, 5.9311, 20.2132, -0.0058, 0.002, 0.003
O, 10.4807, 4.1083, 18.2552, -0.0108, 0.0029, -0.0017
O, 8.7661, 8.5616, 25.2007, 0.0037, 0.0225, 0.0133
O, 1.9608, 7.87, 19.4993, 0.001, -0.0071, -0.0172
O, 9.673, 6.1858, 25.6461, -0.0186, -0.0123, 0.0212
O, 8.1072, 7.3737, 21.5104, -0.0038, -0.006, 0.0001
O, 11.0355, 10.1534, 25.1527, 0.0052, 0.0048, 0.0235
O, 5.7929, 4.1449, 24.1671, -0.0021, 0.0089, 0.0273
O, 11.5815, 1.6408, 17.7687, -0.0064, -0.0041, -0.0087
O, 4.5309, -0.7646, 24.2779, 0.0052, -0.0295, -0.0112
O, 12.7069, 3.9856, 22.4314, -0.0043, 0.0042, -0.0097
O, 7.8564, 13.794, 18.0851, 0.0031, 0.0031, -0.0133
O, 8.3015, 3.9785, 24.9109, -0.0176, 0.0162, -0.0221
O, 1.8972, 8.6895, 23.8713, 0.0033, -0.016, 0.0186
O, 4.6318, 6.1106, 14.8401, -0.0068, -0.0169, -0.0273
O, 1.9269, 6.8827, 22.0407, 0.0076, -0.0071, -0.0178
O, 4.7032, 2.0906, 15.1242, 0.0474, -0.0411, -0.034
O, 3.7154, 1.0239, 20.4506, 0.0045, 0.0077, -0.0056
O, 12.9233, 2.3321, 24.6156, -0.0038, -0.0079, 0.0037
O, 9.1926, 2.2981, 16.8563, -0.0122, -0.0037, -0.0108
O, 6.5162, -0.3514, 25.9076, -0.0091, 0.0071, 0.0156
O, 7.6963, 1.8759, 26.2815, 0.0111, -0.0599, 0.0448
O, 9.2536, -0.2115, 26.1394, 0.0631, 0.0003, 0.0164
O, 4.9141, 1.7298, 25.0648, 0.0027, 0.0353, -0.0024
O, 3.0549, 4.0866, 15.6073, 0.0054, -0.016, -0.0101
O, 6.6076, 2.7102, 17.6137, 0.0235, 0.002, -0.0041
O, 5.2566, 2.1376, 22.4646, -0.0071, -0.004, -0.0228
O, -0.0035, 4.4636, 25.4102, -0.0058, -0.0333, 0.018
O, 4.0004, 9.6372, 19.6556, -0.0093, -0.0021, 0.0001

Results
free energy: -215762.208 eV
free energy less fixed offsets of O -568.88, Si -635.61 eV per atom: -3.398 eV

The program warned: the cutoff lies below the one the program advises for these potential files; the exchange-correlation potential is rough where the density is thin.
